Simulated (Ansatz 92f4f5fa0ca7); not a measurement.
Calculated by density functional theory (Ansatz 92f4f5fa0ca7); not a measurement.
Periodic cell of 262 atoms, Si166O96, from a study of silicon, its oxide and their interface. The atomic structure is a simulated model.
Doubt: the cutoff is far below the 930 eV that the study's wrapper takes by default for these files, so forces and energies are approximate.

Settings
functional: PBE
potential files: Ansatz PAW
basis: plane waves
wave-function cutoff: 580 eV
density cutoff ratio: 5
exchange-correlation grid ratio: 1
k mesh: 1 x 1 x 1, Gamma-centred
self-consistency stop: 5e-08 eV per atom in the density residual
occupations: fixed
spin: none
net charge: 0

Cell vectors (angstrom)
a 10.938 0 0
b 0 10.938 0
c 0 0 38.2416

Atoms: element, x, y, z (angstrom)
Si 0 0 0.683
Si 5.469 0 0.683
Si 2.7345 2.7345 0.683
Si 8.2035 2.7345 0.683
Si 0 5.469 0.683
Si 5.469 5.469 0.683
Si 2.7345 8.2035 0.683
Si 8.2035 8.2035 0.683
Si 1.3673 1.3673 2.0503
Si 6.8362 1.3673 2.0503
Si 4.1018 4.1018 2.0503
Si 9.5708 4.1018 2.0503
Si 1.3673 6.8362 2.0503
Si 6.8362 6.8362 2.0503
Si 4.1018 9.5708 2.0503
Si 9.5708 9.5708 2.0503
Si 2.7345 0 36.1901
Si 8.2035 0 36.1901
Si 0 2.7345 36.1901
Si 5.469 2.7345 36.1901
Si 2.7345 5.469 36.1901
Si 8.2035 5.469 36.1901
Si 0 8.2035 36.1901
Si 5.469 8.2035 36.1901
Si 4.1018 1.3673 37.5573
Si 9.5708 1.3673 37.5573
Si 1.3673 4.1018 37.5573
Si 6.8362 4.1018 37.5573
Si 4.1018 6.8362 37.5573
Si 9.5708 6.8362 37.5573
Si 1.3673 9.5708 37.5573
Si 6.8362 9.5708 37.5573
Si 2.9317 -1.8743 21.5994
Si 6.8834 -1.3706 32.0947
Si 2.0683 7.252 29.6189
Si 10.2281 5.3834 19.2873
Si 0.1228 8.1771 30.6612
Si 8.3603 10.7528 30.6881
Si 1.8745 5.8061 24.6693
Si 3.0682 11.6055 14.6769
Si 0.5707 -2.4791 25.4309
Si 6.7688 -4.0838 29.4593
Si 3.5059 -0.3862 27.6278
Si 5.4403 8.2525 30.7717
Si 3.0542 2.0035 28.0752
Si 9.657 6.7953 32.0014
Si 1.3134 9.5565 32.1982
Si 7.2228 12.2882 29.3375
Si 2.6912 -0.0585 30.875
Si 8.2738 5.4292 30.6253
Si 1.4041 -0.438 26.4114
Si 5.6012 5.4262 28.0243
Si 5.6716 2.6686 30.643
Si 10.8028 2.6831 20.4411
Si 0.6561 3.4438 23.1905
Si 9.7425 4.1449 29.1856
Si 1.484 4.1464 32.1191
Si 9.6299 1.3616 32.0371
Si -2.7419 1.5029 25.1627
Si 6.9186 4.093 32.058
Si 4.211 6.7841 32.1537
Si 6.5379 5.0951 21.254
Si 2.193 12.4398 25.2441
Si 9.6342 9.3657 29.1476
Si -0.0081 0.0297 33.5053
Si 5.5182 -0.0115 33.4686
Si 2.8236 2.7147 33.4299
Si 8.236 2.6984 33.4235
Si 0.0465 5.4707 33.4547
Si 5.5699 5.441 33.4918
Si 2.7451 8.1546 33.4607
Si 8.2537 8.1553 33.408
Si 1.4002 1.3885 34.8213
Si 6.853 1.379 34.8267
Si 4.1345 4.1058 34.8227
Si 9.5823 4.0918 34.7999
Si 1.3722 6.8369 34.843
Si 6.8819 6.8458 34.834
Si 4.1059 9.5609 34.8087
Si 9.5581 9.5682 34.8185
Si 2.7354 0.0059 3.4253
Si 8.1772 -0.028 3.4436
Si -0.0052 2.7351 3.3921
Si 5.4102 2.6892 3.3965
Si 2.6884 5.441 3.4229
Si 8.217 5.4931 3.4127
Si -0.0294 8.1968 3.4219
Si 5.476 8.2223 3.39
Si 4.0753 1.3449 4.8694
Si 9.5601 1.3909 4.7353
Si 1.2884 4.0824 4.8312
Si 6.7773 4.1044 4.6431
Si 4.0752 6.8697 4.6773
Si 9.5217 6.8924 4.8607
Si 1.3241 9.5963 4.7467
Si 6.7808 9.5526 4.8587
Si -0.0152 0.054 6.1178
Si 6.8825 1.3764 7.5135
Si 2.6638 2.7181 6.2183
Si 4.8761 7.6158 8.778
Si 3.2047 5.8914 8.6985
Si 4.1078 4.1806 7.343
Si 1.4257 6.8186 7.4136
Si 5.4209 10.8879 6.2937
Si 4.8282 2.823 10.6936
Si 5.7808 3.1194 8.5777
Si 5.4482 5.4961 5.9673
Si 10.3381 2.4499 8.5322
Si 3.9722 9.4863 7.608
Si 8.1185 8.2225 6.3093
Si 1.2951 12.3007 7.6324
Si 6.6774 6.7377 7.565
Si 2.7144 -2.724 6.0382
Si 8.0909 2.7366 5.9887
Si 3.9304 0.1813 11.7674
Si 9.239 4.1626 7.4381
Si -2.1922 0.717 8.873
Si 8.826 1.8989 11.7082
Si -1.4357 9.749 7.5478
Si 5.5669 11.3233 18.6206
Si 4.6513 -2.7339 11.8066
Si 7.0136 4.5461 11.3602
Si -2.1784 8.1572 13.1958
Si 10.5567 3.7101 10.4825
Si 7.3933 4.9021 8.9184
Si 14.5029 10.19 18.8197
Si 3.0352 7.4106 17.7965
Si 2.6134 4.682 10.6451
O 29.5915 10.7859 21.2909
O -11.0953 10.7818 17.4806
O -20.811 -6.5609 10.2998
O 38.7167 -9.9994 17.1083
O 5.8556 -26.9325 15.2049
O 2.6627 -27.4177 12.1394
O 4.9738 -9.5105 11.547
O 37.2647 -4.2342 17.4307
O 33.7336 -19.0015 21.6788
O 12.6237 -28.593 15.9046
O 12.0467 5.2363 26.0084
O 12.1289 13.2917 24.2719
O 13.9372 0.0675 10.429
O 31.5665 -20.3498 20.681
O 22.4541 -3.9953 11.639
O 8.8327 7.4299 11.7412
O -4.8053 -2.2803 21.9762
O -0.8495 10.3128 22.1766
O 2.3686 -10.5883 19.0727
O 22.1027 -5.842 17.9793
O 12.4816 -25.3906 24.5712
O 11.1132 -2.2917 18.9457
O -7.3152 29.6312 22.2463
O -2.2889 1.3698 13.2135
Si 17.3883 6.4602 13.7968
Si 23.216 1.3396 29.5383
Si 27.043 -3.3768 22.6985
Si 13.9124 16.3025 30.7238
Si 22.2987 -14.2965 14.8371
Si 24.8878 -7.6567 16.1106
Si 8.4612 3.9637 23.5981
Si 18.8914 -13.8158 27.8036
Si 18.1056 16.9343 19.0082
Si 15.0514 0.5935 23.0059
Si 0.0796 13.8004 30.7698
Si -10.7951 8.3895 8.581
Si 11.4953 -15.7267 27.2451
Si 6.8394 20.9763 22.4602
Si 7.5069 -5.401 25.9363
Si 5.2711 5.4898 16.6871
Si 20.2473 -0.0549 20.8224
Si 26.5396 2.5429 20.6
Si 9.4601 10.1082 23.6858
Si 2.336 10.5625 8.9888
Si 10.7527 0.2694 28.1111
Si -6.7208 14.795 29.1889
Si 11.9427 -3.2496 19.9647
Si 19.4738 0.0309 14.102
Si 13.2289 -8.9702 18.8407
Si -0.8722 6.6971 10.9612
Si 20.9674 -12.043 18.624
Si 11.2019 -0.4925 15.9144
Si 4.2154 -9.5982 32.0377
Si 9.1163 -19.7375 28.0332
Si 6.2925 -0.2856 26.8501
Si 29.0107 8.9914 18.0139
Si -0.1028 -16.4117 6.2126
Si 16.8472 -11.1343 15.9092
Si 4.8536 17.2765 25.2589
Si 2.0064 -4.0587 12.4037
Si 22.8123 -5.4377 16.5791
Si 14.5435 9.1522 29.55
O 3.0302 29.8483 11.7592
O 9.9528 25.9024 20.1224
O 6.9149 -28.1224 27.2416
O 35.5203 -8.6973 17.3118
O 12.5805 0.2553 15.4008
O 12.1083 -1.5015 9.3796
O 15.3454 10.7822 15.2319
O -19.2835 -8.4622 26.5244
O 52.3833 15.8589 24.9365
O -1.0524 10.846 15.0172
O 15.6772 -11.6028 26.5221
O 48.5883 -15.43 26.9045
O -18.1109 -12.453 20.2465
O -0.6275 2.6276 11.6955
O 18.6057 -14.4028 14.1883
O 20.6188 -16.7784 10.8584
O 30.4878 11.6633 10.5621
O -3.2451 24.4487 24.0272
O 18.0695 0.1694 14.9154
O 6.6903 -11.6761 19.0131
O -0.1211 17.1338 15.5469
O 25.1915 2.8679 19.7422
O 29.7889 20.5269 23.6059
O -7.9105 -11.512 22.5835
O 2.3881 -3.8325 19.278
O 27.1677 -3.6213 13.0127
O 27.2798 4.1592 11.4626
O 14.5288 12.1131 24.4298
O 14.1241 -34.7075 17.6858
O 3.2838 -41.4582 14.8404
O 9.9888 -18.2831 23.2428
O 5.6473 0.0327 23.0665
O 5.6464 34.3916 19.7192
O 11.5381 -2.0893 15.8357
O 8.7537 20.0702 17.8353
O 45.533 29.1053 13.977
O -3.2012 -7.8651 11.4353
O 16.2718 -3.141 10.3797
O -7.7166 -7.7774 10.6578
O 30.6376 -19.5125 26.4242
O 6.2078 38.3111 24.9268
O -11.7535 -3.5239 9.5134
O -25.0622 48.3593 22.2699
O 26.7477 -1.1331 12.0182
O 21.4433 -27.5235 28.2092
O 19.337 9.7294 13.0518
O -12.469 22.4415 24.5544
O 38.3329 3.866 20.9226
O -5.8344 18.6247 24.347
O 34.1809 4.9054 23.4069
O 21.1717 -24.7555 13.8059
O 6.458 5.1366 17.7743
O 18.1147 20.2513 27.0741
O 40.8918 -14.9152 26.5337
O -5.291 -15.7463 22.1393
O -7.4482 5.6041 24.7648
O -8.9335 -15.1518 16.7509
O 8.7897 -4.998 18.8019
O -26.5231 -23.5413 16.6089
O 2.9629 -10.5591 13.0716
O -14.7279 -16.5101 12.7891
O 15.0736 -9.115 21.9506
O 10.324 -1.9681 24.4369
O 6.7768 18.5169 18.7381
O 12.34 -2.3434 21.2651
O 28.8107 11.5352 25.647
O 17.163 11.5211 28.2354
O 12.7887 -4.2398 28.0634
O 0.7562 13.3081 19.122
O 0.0381 17.3622 20.3129
O 10.8128 7.5199 26.6167
O 26.1851 4.1959 16.4566

Results
free energy: -160121.553 eV
free energy less fixed offsets of O -568.88, Si -635.61 eV per atom: 2.187 eV

Forces (eV/angstrom), in the order of the atoms: element, x, y, z
Si 0.019 0.0353 0.0436
Si -0.005 0.0061 -0.044
Si -0.0469 0.0562 -0.0686
Si -0.0274 0.0707 0.0408
Si 0.0177 0.0553 -0.0489
Si 0.0303 0.031 0.0584
Si 0.0033 0.0341 0.0349
Si -0.0206 0.0021 -0.0656
Si 0.1289 0.0382 -0.0592
Si -0.1059 -0.2497 0.0679
Si -0.3645 -0.1367 -0.0535
Si 0.0753 0.1966 -0.1017
Si -0.212 -0.1102 0.0511
Si 0.1261 0.1168 -0.1118
Si -0.0061 0.1982 -0.0949
Si -0.2002 -0.0342 0.0257
Si 0.092 -0.0478 -0.0509
Si -0.0799 -0.0701 0.0508
Si 0.1318 0.1084 -0.0667
Si 0.08 -0.0143 0.085
Si 0.0813 -0.1267 0.0095
Si 0.2389 -0.1052 0.0286
Si -0.0431 0.0862 0.0139
Si 0.1204 0.0082 -0.078
Si 0.0537 -0.0242 0.0078
Si 0.0664 -0.0692 -0.018
Si -0.0086 -0.0403 0.0168
Si -0.0224 -0.0598 -0.0017
Si 0.0061 -0.0501 -0.0114
Si 0.044 -0.0582 0.0092
Si -0.0485 -0.0216 -0.0135
Si -0.0435 0.0225 0.0193
Si 0.0025 -0.0003 0.0007
Si -0.0014 -0.0021 0.0045
Si -0.0022 -0.0023 0.0036
Si 0.0016 0.0005 0.0016
Si -0.0049 0.0044 -0.0031
Si 0.0098 -0.001 -0.0025
Si 0.0011 0.004 -0.0007
Si -0.0013 0.0009 -0.0052
Si 0.0052 0.0035 0.001
Si 0.0067 -0.0021 0.0084
Si -0.001 -0.0063 -0.0042
Si -0.0018 0.0005 0.0038
Si -0.004 0.0078 -0.003
Si 0.0009 -0.0005 -0.0016
Si 0 0.0011 0.0029
Si -0.0138 0.0029 0.0101
Si -0.0048 0.0042 0.0055
Si 0.0013 0.0012 0.0031
Si -0.0027 -0.0005 0.0002
Si -0.0054 -0.0015 -0.0114
Si 0.0027 -0.0034 0.0036
Si 0.0022 0.0034 0.0021
Si -0.0011 0.0031 -0.0005
Si 0.0017 0.01 0.0028
Si 0.0005 -0.0006 0.0031
Si -0.0006 0.0039 -0.0022
Si -0.002 0.0028 -0.0011
Si -0.0028 -0.0025 -0.0003
Si 0.0018 0.004 0.0027
Si -0.0016 0.0007 0.0053
Si -0.0037 0.0026 0.0009
Si 0.0008 -0.0013 0.0136
Si 0.0004 -0.0024 0.0008
Si 0.0002 0.0014 0.0051
Si 0.0023 0.001 -0.0012
Si -0.0004 0.0005 -0.0013
Si -0.0006 0.0006 0.0032
Si 0.0048 0.0012 0.0019
Si -0.0035 0 0.0054
Si -0.0029 0.0005 0.001
Si -0.0002 -0.0002 0.0013
Si -0.001 0.0001 0.0004
Si -0.0016 -0.0007 0.0022
Si 0.0016 -0.0005 0.0006
Si 0.0008 0.0016 0.0002
Si 0.0008 -0.0031 0.0013
Si 0.0017 -0.0015 0.0005
Si -0.0021 0.0034 0.0028
Si -0.0016 -0.0056 0.003
Si 0.0023 0.0003 0.0008
Si 0.0002 -0.0027 0.0023
Si -0.0007 0.0008 0.0025
Si 0.0017 0.0035 0.0004
Si -0.0017 -0.0041 0.0029
Si -0.0015 0.0007 0.002
Si -0.0018 -0.001 -0.0001
Si 0.0017 -0.0023 0.0027
Si 0.0034 -0.0002 -0.0053
Si -0.0033 0.0006 0.0021
Si 0.0004 0.0085 -0.0013
Si 0.0007 -0.003 -0.0026
Si 0.0002 0.0006 0.0023
Si 0.0029 0.0063 -0.0012
Si -0.0014 0.0007 0.0014
Si 0.0015 -0.006 0.0012
Si 0.0075 0.0078 0.0006
Si 0.0023 0.0025 0.0014
Si -0.0046 0.0019 0.0101
Si -0.0003 -0.0042 0.0048
Si -0.0033 -0.0017 0.0079
Si -0.0027 0.0002 -0.0022
Si -0.0049 -0.0002 -0.0024
Si -0.0074 -0.0086 -0.0068
Si -0.0127 -0.0105 -0.004
Si 0.0025 0.0037 -0.0038
Si 0.0083 -0.0005 -0.0199
Si -0.0014 0.0024 0.0015
Si 0.0049 0.0001 -0.0004
Si -0.0021 -0.0041 0.0028
Si 0.0012 -0.0025 -0.0051
Si -0.003 -0.0027 0.0011
Si -0.0024 -0.0105 0.0073
Si 0.0016 0.0037 0.0001
Si 0.0042 0.0042 0.0129
Si -0.0046 -0.009 0.0002
Si -0.0053 -0.0087 0.0185
Si -0.0009 0.0024 0.0006
Si 0.0016 0.005 0.0008
Si -0.0007 -0.001 0.0027
Si -0.0153 0.0088 -0.0044
Si 0.0148 0.0102 0.0176
Si 0.0165 0.0231 -0.0075
Si 0.018 0.0044 0.0146
Si -0.0043 -0.003 0.0034
Si -0.0001 -0.0002 0.0012
Si -0.0078 0.0017 -0.0039
O 0.0002 0.0014 0.0003
O -0.0017 -0.0001 0.0028
O -0.0064 -0.0073 0.0036
O -0.0021 0.0009 0.0048
O 0.0031 0.0036 -0.0033
O -0.0013 -0.003 -0.0053
O -0.0004 0.0002 0.0021
O -0.0022 0.0014 0.0005
O -0.0004 -0.0001 0.0022
O -0.0019 0.0013 0.0008
O -0.0009 -0.0014 0.0041
O -0.0007 0.0006 0.0038
O -0.0051 -0.0021 -0.0125
O -0.0026 -0.0033 0.0013
O -0.0014 0.0001 0.0029
O -0.0026 0.0022 0.0065
O 0.0005 0.002 0.0022
O -0.001 0.0013 -0.0019
O -0.0003 0.0016 0
O -0.002 0.0028 0.0005
O -0.0041 0.0004 0.0041
O -0.0017 0.0026 -0.0002
O -0.0032 0.0031 0.0023
O 0.0026 0.0119 -0.0206
Si -0.0004 0.0127 0.0037
Si 0.0042 -0.0022 0.0076
Si -0.0013 0.0023 0.0008
Si -0.0023 -0.0009 -0.0004
Si -0.0033 -0.0009 -0.0061
Si -0.0004 0.0003 0.002
Si -0.0001 0.001 -0.0024
Si 0.0023 0.0015 -0.0201
Si -0.0029 0.0018 0.0034
Si -0.0023 0.0019 -0.0024
Si -0.002 -0.0001 0.0069
Si 0.0058 -0.0017 0.0026
Si 0.0029 -0.0018 0.0007
Si -0.0006 -0.0013 0
Si -0.0013 0.0066 0.0026
Si -0.0022 0.0002 -0.0002
Si -0.001 0.0031 0.0098
Si -0.0022 0.0013 0.002
Si -0.0007 0.001 0
Si -0.0031 0.0028 0.017
Si -0.0084 -0.0007 0.0018
Si 0.0042 0.0056 0.0038
Si 0.002 0 0.0021
Si -0.0008 -0.0051 -0.0005
Si -0.0014 0.0022 0.0018
Si 0.0093 0 0.004
Si 0 0.0008 -0.002
Si 0.0002 -0.0029 -0.0044
Si 0.0001 0.0029 -0.0019
Si 0.0002 0.0004 -0.0083
Si 0.0042 -0.0076 -0.0017
Si -0.0031 0.0013 0.0017
Si 0.0069 0.0042 0.0021
Si 0.0004 0.0015 -0.0014
Si -0.0024 0.0015 -0.0009
Si 0.0003 0.0006 -0.0019
Si -0.0031 0.0026 -0.0013
Si 0.0007 0.0005 -0.0001
O 0.001 -0.0005 0.0004
O -0.0025 0.0028 0.0013
O -0.005 0.0007 0.0043
O -0.0015 0.0006 0.0021
O -0.0019 0.0006 0.002
O 0.0011 0.0007 -0.0116
O -0.0022 0.0012 0.0025
O 0.0033 -0.0059 0.0112
O 0.0008 -0.0012 0.0023
O 0.0014 0.001 0.0042
O 0.0022 0.0023 0.0028
O 0.0023 -0.004 0.011
O -0.0003 0.0024 0.0001
O -0.0176 -0.0054 0.0008
O -0.0005 -0.0013 -0.0106
O 0.0023 0.0046 0.0049
O 0.001 0.0071 0.0061
O -0.0022 -0.0001 0.0033
O 0.0012 0.0029 0.001
O -0.0005 0.0023 0.002
O 0.0038 0.0029 0.0025
O -0.0006 0.0013 0.0018
O -0.0012 0.0022 0.0025
O -0.0009 0.0004 0.0019
O -0.0004 0.0013 0.0008
O 0.0102 -0.0037 0.0051
O 0.0128 0.0054 0.0044
O 0.0015 -0.0003 0.0021
O 0.001 0.0026 0.0031
O -0.001 0.0014 0.001
O -0.0012 0.0008 0.0039
O 0 0.0017 0.0031
O -0.0005 -0.003 -0.0015
O -0.0002 0.0063 0.003
O -0.0002 0.0016 0.0019
O -0.0034 0.0007 0.0063
O 0.0087 -0.0126 0.0086
O -0.0019 -0.0029 -0.0055
O 0.0035 0.0063 0.0002
O 0.0003 0.0008 0.0076
O 0.0024 -0.0004 0.0034
O -0.0002 0.0064 -0.0041
O -0.0033 0.0031 -0.0011
O 0.0009 0.0001 0.0024
O -0.0056 -0.005 0.0071
O 0.005 -0.0236 0.0077
O 0.0023 -0.0022 0.0029
O -0.0007 0.0016 0.001
O -0.001 0.0026 0.0026
O -0.0016 0 0.0032
O -0.027 0.0038 -0.0095
O 0.0011 0.0019 0.0019
O -0.005 0.005 0.005
O -0.0043 0.0022 0.0093
O 0.0013 -0.0005 0.0007
O -0.0015 0.0005 0.0039
O 0 0.0025 0.0018
O -0.0005 0.0019 0.0005
O 0.0008 -0.001 0.0032
O 0.0009 0.0036 0.006
O 0.0035 -0.0065 -0.0064
O 0.0001 0.0016 0.0016
O -0.0011 0.0015 0.0033
O 0.0006 0.0007 -0.0002
O -0.0015 0.0022 0.0023
O -0.0015 0.0007 0.0044
O 0.001 0.0025 0.0026
O 0.0014 0.0032 0.0051
O -0.0008 0 0.0008
O -0.0022 0.0007 -0.0005
O -0.0018 0.0031 0.0004
O 0.0005 0.003 0.0003

The program warned: the cutoff lies below the one the program advises for these potential files; the forces do not sum to zero within the program's tolerance; the exchange-correlation potential is rough where the density is thin.
